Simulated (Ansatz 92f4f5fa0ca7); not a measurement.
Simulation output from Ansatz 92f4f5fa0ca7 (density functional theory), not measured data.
Periodic cell of 462 atoms, Si286O176, from a study of silicon, its oxide and their interface. The atomic structure is a simulated model.
This geometry differs little from another in the collection (a relaxation step or a small displacement).

Settings: functional r2SCAN; potential files Ansatz PAW; basis plane waves; wave-function cutoff 800 eV; density cutoff ratio 5; exchange-correlation grid ratio 1; k mesh 1 x 1 x 1, Gamma-centred; self-consistency stop 1e-10 eV per atom in the density residual; occupations fixed; spin none; net charge 0.

Cell vectors (angstrom)
a 16.3305 0 0
b 0 16.3305 0
c 0 0 29.6593

Atoms and the computed forces on them: element, x, y, z (angstrom), force x, y, z (eV/angstrom)
Si -0.3584 -0.142 -0.0643 0.0012 -0.0066 -0.0295
Si 3.0096 2.3259 0.2165 -0.0014 0.0033 -0.025
Si 0.0182 5.7677 0.399 0.0058 -0.0032 -0.0249
Si 3.098 7.6727 0.0691 -0.0026 -0.0009 -0.0302
Si -0.2274 11.0188 0.1599 0.0012 -0.0044 -0.024
Si 2.9927 13.2568 -0.0321 -0.0008 0.0038 -0.0265
Si 5.2887 0.1887 0.1267 0.0058 -0.0033 -0.0272
Si 8.5959 2.5625 -0.0491 -0.0018 0.0058 -0.0269
Si 5.2484 5.3088 0.0811 0.0011 -0.0077 -0.0247
Si 8.7454 7.6719 -0.1735 -0.0024 0.0042 -0.0309
Si 5.3006 11.1159 0.1021 0.0048 -0.0058 -0.0251
Si 8.6731 13.4751 -0.099 -0.0018 0.0026 -0.0256
Si 10.9143 0.4319 -0.051 -0.003 -0.0021 -0.0287
Si 13.3646 3.6646 -0.294 0.0028 0.0114 -0.0357
Si 10.9456 5.5238 0.3634 -0.0003 -0.0013 -0.0175
Si 14.0215 7.83 0.4682 -0.0036 0.0001 -0.0192
Si 10.7765 11.0754 -0.3666 0.0006 -0.0022 -0.0317
Si 13.9426 13.2962 0.1846 -0.0002 0.0022 -0.0195
Si 1.1987 1.2336 1.2373 0.0014 -0.0016 0.0016
Si 4.0791 3.9428 1.5554 -0.0006 -0.0016 0.0005
Si 1.5509 6.8832 1.6534 0.0005 0.0004 0.0014
Si 4.1573 9.4382 1.2908 -0.0015 0.0012 0.0017
Si 1.4264 12.1707 1.364 -0.0011 -0.001 0.002
Si 4.0741 14.9038 1.3114 -0.0003 -0.001 0.0033
Si 6.9383 1.3987 1.2816 0.0015 -0.0005 0.0026
Si 9.6045 4.0234 1.4928 0.0004 0.0014 0.0014
Si 6.9571 6.6315 1.1259 -0.0003 -0.0011 0.0033
Si 9.6658 9.4668 1.0908 0.0035 -0.0006 0.0011
Si 6.9586 12.3415 1.2161 -0.0001 -0.0008 0.0026
Si 9.7836 15.0409 1.2493 0.0005 0.001 -0.0001
Si 12.445 1.6825 1.1624 0.0071 0.0021 -0.0034
Si 14.9831 4.1895 1.3851 0.0021 -0.0028 0.0036
Si 12.3456 6.8025 1.6815 0.0016 0.002 0.0001
Si 15.082 9.5136 1.6193 0.0012 0.0003 -0.0007
Si 12.2522 12.1299 1.238 0.0006 -0.0001 0.0006
Si 15.0526 14.8198 1.5499 -0.0005 0.0021 0.0018
Si -0.0316 2.6804 2.6538 0.0005 0.0008 -0.0022
Si 2.6367 -0.093 2.6538 -0.0015 0.0006 -0.001
Si 0.1493 8.2227 2.9588 -0.0008 0.0004 0.0012
Si 2.7708 5.3519 2.891 0.0016 0.0002 -0.0015
Si 0.1363 13.52 2.8335 0.001 0.0006 -0.0001
Si 2.7726 10.7728 2.7056 0.0021 -0.0008 -0.0014
Si 5.5713 2.658 2.7819 0.0004 -0.0015 0.0009
Si 8.2743 -0.03 2.6182 0.0004 -0.0001 -0.0009
Si 5.5947 8.0613 2.5652 0.0027 -0.001 -0.0015
Si 8.1716 5.3918 2.7232 0.0001 0.001 -0.0022
Si 5.5358 13.6133 2.6504 -0.0002 0.0001 -0.002
Si 8.2535 10.8335 2.5173 -0.0015 0.0004 -0.0004
Si 11.0463 2.7275 2.7702 0.0005 0.0011 0.001
Si 13.6339 0.079 2.6026 -0.002 -0.0048 0.0017
Si 10.917 8.2734 2.752 -0.0013 0.0018 -0.0013
Si 13.6985 5.4147 2.9354 0.0024 -0.0015 0.0006
Si 11.0041 13.5936 2.6389 -0.0017 0.0001 -0.0001
Si 13.5763 10.869 2.7751 -0.0013 0.0002 0.0011
Si 1.3139 4.0156 4.1131 0.0024 -0.0022 0.0003
Si 4.0752 1.2866 4.0161 -0.0011 0.0014 -0.0009
Si 1.4686 9.58 4.2495 0.0009 0.0002 0.0006
Si 4.206 6.783 4.0645 0.0013 0.0011 -0.0009
Si 1.4192 14.935 4.1622 0.0015 0.0014 0.0003
Si 4.1573 12.2079 3.9948 0.0001 0.0022 -0.0003
Si 6.8426 4.0719 4.1401 0.0016 0.0009 -0.001
Si 9.6085 1.3265 4.0328 0.0007 -0.0008 -0.0014
Si 6.8836 9.4924 3.9461 -0.0004 0 0
Si 9.5397 6.8162 4.0415 0.001 -0.0012 -0.0001
Si 6.8593 14.9874 4.019 0.0008 0 -0.0002
Si 9.5607 12.2295 3.9523 0.0004 -0.0003 0.0018
Si 12.3042 4.0661 4.2132 -0.0056 -0.0023 -0.0015
Si 14.9815 1.3403 4.0601 -0.0004 0.0027 0.0002
Si 12.2437 9.5615 4.1723 0.0002 -0.0013 0.0003
Si 15.0546 6.82 4.2166 -0.0013 -0.0001 -0.0027
Si 12.3047 15.003 4.0033 -0.0006 0.0011 0.0008
Si 14.9895 12.2251 4.1159 0.0008 -0.0013 -0.0006
Si 0.0158 0.0007 5.4479 -0.0001 -0.0004 0.0001
Si 2.7274 2.6686 5.4187 -0.0012 -0.0021 0.0003
Si 0.0368 5.4034 5.5277 0.0019 -0.0018 -0.0018
Si 2.8285 8.1317 5.4714 0.0005 0 0.0011
Si 0.0207 10.9101 5.5239 0 0.0001 -0.0016
Si 2.8106 13.5611 5.4368 -0.0005 0.0002 -0.0001
Si 5.4558 -0.0341 5.4095 0 -0.0011 0.0001
Si 8.2282 2.6891 5.4156 0.0012 -0.0009 0.0002
Si 5.4749 5.4315 5.4847 0.001 -0.002 -0.0001
Si 8.175 8.1653 5.4031 -0.0004 -0.0009 0.0013
Si 5.5012 10.8385 5.3531 0.0008 0.0007 -0.0003
Si 8.1845 13.5738 5.3572 0.0003 0.0006 -0.0004
Si 10.9121 -0.0443 5.4159 -0.0001 -0.0003 0.0008
Si 13.6533 2.6718 5.4939 -0.0017 0.001 0.0007
Si 10.8948 5.4675 5.4582 0.0002 0.0001 0.0002
Si 13.618 8.1825 5.4972 0.0008 0.0008 -0.0002
Si 10.8613 10.9384 5.4501 -0.0015 -0.0006 0.0004
Si 13.6485 13.6635 5.4151 -0.0035 -0.0012 -0.0013
Si 1.3674 1.3574 6.8224 0.001 0.0001 0.0005
Si 4.0571 4.0706 6.7921 0.0005 0.0005 0.0004
Si 1.4223 6.7892 6.8315 0.0009 0.0014 0.0001
Si 4.1438 9.5327 6.796 -0.0001 0.0001 -0.0006
Si 1.395 12.2894 6.8357 0.0005 -0.0006 -0.0009
Si 4.1249 14.9351 6.8164 0.0015 0.0016 0.0008
Si 6.8014 1.3667 6.7644 0.0001 0.0008 -0.0009
Si 9.5336 4.0714 6.7931 0.0008 0.0014 0.0013
Si 6.8065 6.8337 6.805 0.0006 0.0006 0.001
Si 9.5022 9.5362 6.7879 0.0005 0.0001 0.0002
Si 6.8086 12.2291 6.7443 -0.0011 -0.0003 0.0001
Si 9.5095 14.9452 6.7547 0.0004 0.0007 -0.0015
Si 12.2501 1.3269 6.8015 0.0002 -0.0018 0.0004
Si 14.9796 4.0532 6.8548 -0.0002 -0.0011 0.0001
Si 12.2383 6.8246 6.8364 0.0011 -0.0005 -0.0015
Si 14.9784 9.5369 6.8464 0.0002 0.0009 0.0002
Si 12.2454 12.3112 6.7659 0.0016 -0.001 -0.0005
Si 14.9747 15.0048 6.8169 0.0012 -0.0006 -0.0019
Si 0.0129 2.7233 8.221 -0.0005 0.0005 0
Si 2.7281 -0.0168 8.156 -0.0002 -0.0003 0.0001
Si 0.0197 8.1566 8.1666 -0.0003 -0.0008 0.0004
Si 2.7307 5.4206 8.2139 -0.0004 -0.0007 -0.001
Si 0.005 13.6571 8.1709 0.0011 -0.0011 0.0003
Si 2.7653 10.8999 8.1537 0 -0.0001 0.0005
Si 5.423 2.721 8.1419 0 0.0009 -0.0006
Si 8.1405 -0.0116 8.1251 -0.0009 -0.0004 0.0008
Si 5.4257 8.1634 8.1946 -0.0007 0.0003 -0.0003
Si 8.1513 5.4428 8.1206 -0.0001 0.0001 0.001
Si 5.4638 13.5669 8.1808 0.0002 0.0004 0.0001
Si 8.118 10.8697 8.146 0.0002 -0.0013 -0.0007
Si 10.8714 2.6835 8.1483 -0.0011 -0.0016 -0.0013
Si 13.6114 0.0267 8.1898 -0.0006 0.0009 -0.0009
Si 10.8487 8.1856 8.1753 0.0004 0 -0.0005
Si 13.5969 5.4306 8.1637 -0.0007 -0.0002 0.0008
Si 10.867 13.6277 8.1417 -0.0001 0.0004 -0.0007
Si 13.5881 10.932 8.1354 0.0004 -0.0003 -0.0001
Si 1.3449 4.1019 9.5953 0 -0.0002 0.0016
Si 4.0608 1.3649 9.5212 -0.0005 0.0008 0.0002
Si 1.3732 9.5613 9.4885 0.0003 -0.0001 -0.0002
Si 4.0624 6.8012 9.5788 0.0008 0.0008 0.0003
Si 1.3291 15.0245 9.5452 0.0002 -0.0015 -0.0002
Si 4.0769 12.2455 9.5866 -0.0006 -0.0012 0.0005
Si 6.7649 4.1226 9.4808 0.0015 -0.0026 0.0011
Si 9.4905 1.3335 9.5252 0.0014 -0.0006 -0.0011
Si 6.7353 9.5446 9.5498 -0.0003 -0.0001 -0.0004
Si 9.4564 6.7993 9.508 0.0001 0.0005 0.0023
Si 6.7855 14.9859 9.5202 0.0003 0.0002 0.0009
Si 9.4918 12.2405 9.4667 -0.001 -0.0004 -0.0009
Si 12.1959 4.0812 9.4823 0.0009 0.0009 -0.0001
Si 14.9495 1.3987 9.5834 0 -0.0014 0.0005
Si 12.2197 9.5769 9.495 -0.0004 -0.0012 0.0022
Si 14.9772 6.7813 9.5125 -0.0002 -0.0005 -0.0009
Si 12.2012 15.0183 9.4958 0.0007 -0.0001 0
Si 14.9413 12.2943 9.4937 0 -0.0014 0.0018
Si -0.0157 0.0475 10.9532 -0.0002 -0.0015 0.0002
Si 2.6989 2.7116 10.9181 0.0002 -0.0012 -0.0002
Si -0.021 5.475 10.9705 -0.0016 0.0015 -0.0003
Si 2.6509 8.1875 10.8924 -0.0006 0.0005 -0.0002
Si 0.0049 10.9422 10.816 -0.0012 -0.0004 0
Si 2.6708 13.655 10.8876 0.0018 0.0011 0.0013
Si 5.3944 0.0048 10.9002 -0.0008 -0.0005 0.0005
Si 8.0965 2.7432 10.8157 -0.0003 0.0001 0.0004
Si 5.4503 5.4469 10.9306 -0.0004 -0.0001 -0.0007
Si 8.0476 8.1303 10.8659 -0.0007 0.0012 0.0004
Si 5.4021 10.8659 10.9996 0.0012 -0.0002 0.0002
Si 8.1694 13.6186 10.8309 0.0002 -0.0007 -0.0008
Si 10.8536 -0.0181 10.9315 -0.0002 -0.0003 -0.0014
Si 13.5397 2.7941 10.8877 -0.0001 -0.0002 0.0009
Si 10.8013 5.4026 10.8282 -0.0009 -0.0031 -0.0002
Si 13.5814 8.1626 10.7913 -0.0005 0 0.001
Si 10.8235 10.9057 10.8594 0.0001 -0.0003 0.0004
Si 13.5491 13.6646 10.8207 0.0006 0.0002 0.0004
Si 1.3156 1.4366 12.3525 0.0024 0.0008 0.0009
Si 4.094 4.0543 12.2493 0.0001 -0.001 -0.0007
Si 1.3069 6.9011 12.343 0.0015 -0.001 0.0008
Si 3.9608 9.4678 12.3391 0.0013 -0.0004 0.0012
Si 1.2808 12.3324 12.2456 -0.0001 0.0008 0.0016
Si 3.9667 15.0315 12.2806 0.0002 0.0004 0.0027
Si 6.7759 1.3998 12.2055 -0.0007 0.0001 0.0017
Si 9.4181 4.0692 12.2209 0.0001 0.0003 -0.0006
Si 6.73 6.8323 12.3662 0.0001 0.0016 0.0025
Si 9.4067 9.5018 12.1417 -0.0016 0.0013 0.0007
Si 6.8177 12.3316 12.2317 0.0009 0 -0.0002
Si 9.5296 14.8604 12.2907 0 -0.0002 0.0011
Si 12.173 1.4482 12.2417 -0.0009 -0.0007 0.0001
Si 14.8467 4.1679 12.2879 -0.0001 -0.0004 0.0005
Si 12.142 6.8174 12.0986 0.001 0.0008 0.0014
Si 14.9899 9.5215 12.0881 0.0005 0.0003 0.0016
Si 12.1579 12.3512 12.1693 -0.0008 0.0005 0.0008
Si 14.865 15.0118 12.2189 -0.0012 0.0008 0.0006
Si -0.1573 2.8049 13.6535 0.0004 -0.0007 -0.0012
Si 2.6418 0.0494 13.772 0.0004 0.0005 -0.0001
Si -0.136 8.2744 13.7019 0.0001 0.0002 -0.0012
Si 2.7936 5.5099 13.5526 0.0003 0.0006 -0.0012
Si -0.1652 13.6544 13.6155 -0.0009 -0.0017 -0.0019
Si 2.589 10.9281 13.6077 0 -0.0007 -0.0024
Si 5.4095 2.6767 13.6632 0.0001 -0.0008 0.0013
Si 8.1483 -0.0077 13.4829 -0.0004 0.0008 -0.0016
Si 5.2798 8.1104 13.8091 0.0013 -0.0004 -0.0029
Si 8.1403 5.4355 13.6667 0.0005 -0.0008 -0.0012
Si 5.3763 13.6655 13.5603 0.0002 0.0007 -0.0028
Si 8.18 10.9146 13.5354 0.0002 -0.001 -0.0014
Si 10.7158 2.7027 13.6256 0.0007 0.0009 -0.0041
Si 13.5481 0.1004 13.5664 0.0011 -0.0005 -0.0006
Si 10.7261 8.1013 13.4559 0.0001 0.0009 -0.0001
Si 13.4511 5.5886 13.5855 -0.0005 0.0015 -0.0001
Si 10.8905 13.5435 13.7991 -0.0006 -0.0004 -0.0027
Si 13.55 10.8901 13.2736 -0.0014 -0.0012 -0.0001
Si 1.2669 4.2985 14.7386 0.0027 -0.0028 0.0246
Si 4.2924 1.1586 15.1151 0.0008 -0.0002 0.0247
Si 0.9363 9.9525 14.9975 0.0061 0.0046 0.027
Si 4.3149 6.318 15.2194 -0.002 -0.0056 0.0315
Si 0.9654 15.2066 14.9801 0.0032 -0.0028 0.0224
Si 4.2161 12.0839 14.8381 -0.0016 0.003 0.0252
Si 6.6591 4.166 14.9655 0.0041 -0.0035 0.0243
Si 9.6391 1.0172 14.9703 -0.0061 -0.0022 0.0275
Si 6.4748 9.8812 14.7532 0.0036 -0.0017 0.024
Si 9.7419 6.5697 14.9792 -0.0035 0.0044 0.0291
Si 6.5355 15.2835 14.781 0.0048 -0.0045 0.0278
Si 9.8996 11.6899 15.0189 -0.0061 0.0016 0.0289
Si 11.888 4.3278 14.8016 -0.0001 -0.0052 0.0222
Si 15.102 1.1492 15.0087 -0.0017 0.0019 0.0251
Si 12.1391 9.5587 14.5195 -0.0019 0.0009 0.0109
Si 14.3129 7.4053 14.8861 0.0024 -0.0029 0.0235
Si 12.0482 15.3043 14.9449 0.0034 -0.0003 0.0251
Si 14.8997 12.0173 14.7616 -0.0047 0.0013 0.0228
Si -5.4024 -19.2731 18.8727 -0.0046 0.0055 0.0324
Si 2.8514 7.5394 20.2622 0.0022 0.0041 0.0187
Si -0.4246 -0.2643 23.1959 0.0027 0.0014 -0.0062
Si -9.0708 18.8376 23.117 0.0025 0.0022 -0.0046
Si -14.7094 -5.7801 17.8454 0.0039 0.0006 0.0489
Si 4.4308 26.278 19.0748 0.0017 -0.0014 0.0299
Si 3.4223 1.8179 24.6329 -0.001 -0.0056 -0.0169
Si -1.6629 0.1219 20.4685 -0.003 -0.0007 0.0193
Si -16.125 20.1396 20.9968 -0.0002 -0.0027 0.0131
Si 8.2668 -2.8861 21.7114 0.0006 -0.0022 0.008
Si -2.3822 4.96 26.5842 -0.0007 0.0027 -0.0487
Si -10.9604 20.337 24.9084 -0.0038 -0.0064 -0.0226
Si 5.3908 9.938 27.0274 0.0008 -0.0002 -0.0445
Si 7.0092 9.2934 17.6334 -0.0028 -0.0013 0.0432
Si 2.3286 29.6318 17.098 0.0006 -0.0043 0.0439
Si 0.3492 20.8483 25.4151 -0.0002 -0.0037 -0.0254
Si 13.3997 15.7311 28.1026 0.0042 -0.0007 -0.0399
Si 12.6081 2.9321 24.7424 -0.0068 -0.0045 -0.0214
Si 3.1443 3.1636 21.7446 -0.0019 -0.0031 0.0041
Si 6.9386 15.0105 27.5192 -0.0034 -0.0035 -0.0479
Si 13.1927 13.4754 16.9997 -0.0081 -0.0046 0.0513
Si 6.6541 19.8455 27.4908 -0.0003 -0.0093 -0.0528
Si 10.7296 44.7466 23.1177 -0.0029 -0.0018 -0.0097
Si 6.1709 -3.6725 25.8686 0.0038 0.0007 -0.0341
Si -14.5171 20.6387 27.8505 0.003 0.0022 -0.0533
Si 12.9041 20.7544 19.4508 -0.0024 0.0063 0.0283
Si -2.4362 24.2969 27.3118 0.0001 -0.0026 -0.0419
Si 25.8081 3.1209 24.8812 0.0026 0.0034 -0.0184
Si 16.8983 18.1337 24.9402 0.0033 -0.0013 -0.0174
Si -8.1478 25.69 22.5893 0.0008 -0.0031 -0.0008
Si 14.3356 16.8982 25.5277 0.0062 0.0115 -0.0326
Si 11.9349 10.0347 26.3712 -0.0003 -0.004 -0.0507
Si 3.5032 21.9089 18.1883 0.0019 -0.0009 0.0484
Si -8.0453 18.5155 20.1555 0.0037 -0.005 0.0264
Si 13.8154 19.0555 21.7812 0.002 -0.0039 0.0048
Si -2.4966 3.1473 16.8852 0.0029 0.0052 0.0438
Si -15.299 14.3399 27.4425 -0.0057 -0.0055 -0.0507
Si 9.8219 4.3561 18.9115 0.0021 0.0034 0.0302
Si -26.9139 28.5925 20.7496 0.002 0.001 0.0149
Si -20.7371 9.4398 21.9309 -0.0012 0.0034 0.0012
Si 8.4422 -5.224 24.8208 0.0031 0.0019 -0.0252
Si -8.0555 2.6173 17.2368 0.0066 0.0039 0.0481
Si 7.542 23.0442 22.0923 -0.0008 0.0026 0.003
Si 16.3451 9.649 27.0245 -0.0036 -0.0011 -0.0394
Si 4.8158 5.5935 20.855 0.0027 -0.0007 0.0132
Si 2.9641 16.7553 20.5438 -0.0005 0.0021 0.0175
Si 13.6455 29.8226 19.9169 -0.0005 0.0015 0.0286
Si 1.3428 -18.595 24.5553 0.0025 0.0015 -0.0283
Si 15.7517 5.6107 16.7227 0.0029 -0.0043 0.0462
Si 7.833 8.4766 26.5143 0.0003 0.0007 -0.0488
Si 6.9984 -1.8461 17.594 0.0005 -0.0005 0.0465
Si 19.0114 24.8371 26.8551 0.0048 -0.0009 -0.0404
Si 16.8979 17.7752 19.0376 -0.0067 -0.0049 0.0365
Si -13.3065 -10.5335 25.5935 0.0022 -0.0025 -0.0286
Si 5.7537 -2.6903 23.1627 0.0026 0.002 -0.0123
Si 9.0045 31.9411 19.5954 0.0012 -0.0006 0.0253
Si -8.9434 17.5345 25.8283 0.0082 0.0041 -0.0349
Si -0.9555 22.5576 19.5766 -0.004 0.0026 0.0308
Si 13.3424 12.0385 24.3184 -0.0038 0.0036 -0.0235
Si 19.9174 -17.1663 23.2416 0.0021 -0.0007 -0.0066
Si 4.3779 30.869 18.9786 0.0054 0.0011 0.033
Si 9.0165 6.1008 24.7355 0.0045 -0.0038 -0.0207
Si 0.1849 -7.2979 20.2302 -0.003 -0.0026 0.0219
Si -6.7486 8.2709 20.477 0.0005 0.0022 0.0198
Si 14.4549 -21.7526 21.6008 -0.0036 -0.0039 0.0015
Si 27.0926 8.3145 24.245 -0.0042 -0.0044 -0.0226
Si -0.4948 12.3721 25.8315 -0.0013 0.0033 -0.034
Si 18.9273 -29.9513 17.0487 -0.0092 0.0037 0.0474
Si -7.7788 28.2233 17.9338 -0.006 0.0011 0.0449
Si 8.8366 23.4598 17.9686 -0.003 0.0025 0.0489
O -9.0194 2.1657 -8.1598 0.0016 -0.0004 -0.0057
O 1.3867 -7.0666 -3.3814 -0.0023 0.0006 0.0155
O 7.3795 -3.9362 -8.8431 -0.0029 -0.0005 -0.0056
O -3.0375 9.8479 -8.4718 0.0014 0.0011 -0.0002
O 0.959 5.2379 -0.821 -0.0143 0.0111 0.0346
O 8.8194 18.3269 -3.8011 -0.0067 -0.0053 0.0132
O 0.1815 -1.6901 -6.0619 0.0006 -0.0001 0.0079
O 7.3476 -2.4975 -6.6762 -0.0017 -0.0001 0.0014
O 2.4826 19.379 -1.1242 0.008 -0.014 0.0282
O 2.9912 -2.4027 -11.2311 -0.0089 -0.0065 -0.0209
O 1.5781 5.4512 -4.7604 0.002 -0.001 0.0104
O 13.461 14.1743 -1.1121 0.0012 -0.0088 0.0195
O 4.214 6.5254 -0.3421 0.0045 0.0004 0.012
O 2.3052 -2.6359 -1.4538 0.0112 -0.0074 0.0264
O 10.5024 6.732 -5.1909 -0.0002 0.0004 0.0066
O -2.444 -1.2873 -9.3394 -0.001 -0.0049 -0.0089
O 6.4906 1.959 -2.6736 -0.0037 0.0067 0.0219
O 9.9363 22.8788 -0.4663 0.0032 -0.0038 0.0141
O 5.9767 10.3654 -1.1859 -0.0024 0.0089 0.0328
O 5.4818 11.2303 -3.5779 -0.0054 -0.012 0.0182
O 3.9582 24.9456 -9.8503 0.003 0.0045 -0.0091
O 2.9733 21.4501 -2.5938 -0.0036 -0.0075 0.024
O -2.4227 12.4566 -13.6741 0.0138 -0.0095 -0.0284
O 17.8662 8.3139 -8.8473 -0.0001 -0.0001 -0.0073
O -1.3423 -12.1202 -13.1137 -0.0002 0.0008 -0.0156
O 13.6726 1.2784 -8.6179 0.0056 -0.002 -0.0035
O 7.9595 10.4347 -11.3677 0 -0.0013 -0.0165
O 14.5152 0.3247 -0.7535 0.0068 0.004 0.0226
O 12.1251 12.8319 -6.1161 0.0038 -0.001 0.0046
O 6.9336 1.3189 -5.4222 -0.0008 -0.0033 0.0148
O 13.1487 8.9874 -3.305 0.005 -0.0031 0.0188
O -2.2665 20.254 -1.7933 -0.005 -0.0124 0.0398
O 9.7158 12.9557 -7.4398 -0.0009 0.0005 -0.0012
O 19.0906 -2.1087 -5.8427 -0.0057 -0.0013 0.0094
O 22.4884 19.9862 -6.1397 -0.0024 0.0015 0.0084
O 7.3376 12.9604 -11.6432 -0.0003 0.002 -0.0137
O 0.6761 5.4893 15.7188 0.0079 -0.0057 -0.0228
O -1.5232 6.8529 16.3371 -0.0064 0.0095 -0.0268
O -11.098 -5.4403 20.1091 -0.0041 -0.0067 -0.0115
O -0.1295 5.8578 18.2351 0.0008 -0.0055 -0.0306
O -6.8771 25.1313 23.4254 0.0022 0.001 0.0054
O -1.9296 18.043 16.3937 0.0069 -0.0081 -0.0249
O -0.8734 16.984 19.1267 0.0035 0.0015 -0.0125
O 3.739 6.3588 16.7694 0.0062 0.0058 -0.0405
O -6.3895 11.5947 24.4574 -0.0037 -0.0014 0.0081
O -16.0124 19.253 19.6509 0.0037 -0.0052 -0.0135
O 4.3065 21.5654 24.7561 -0.0052 0.0031 0.0104
O -1.8602 -3.4308 25.1116 0.0065 -0.0001 0.0106
O 11.0205 19.1126 24.7005 0.0019 -0.0001 0.0078
O 9.1827 0.8205 20.0751 -0.0024 0.001 -0.0079
O -0.2688 5.3356 20.7401 -0.0036 0.0036 -0.0095
O 3.839 1.7324 16.6116 0.0068 -0.0075 -0.027
O -0.1264 16.3459 15.4589 -0.0001 -0.0004 -0.0097
O 8.9003 5.6442 18.5811 -0.0018 0.0036 -0.0131
O 9.7595 8.1028 18.8827 -0.0027 -0.0039 -0.0217
O -2.244 13.4562 18.3491 -0.0021 -0.0007 -0.0305
O 7.3595 7.7915 18.137 0.0021 -0.0011 -0.0121
O -12.4828 16.6143 24.3796 -0.002 0.0026 0.0057
O -11.2402 29.8461 19.9876 -0.0047 0.0058 -0.0139
O 8.058 19.8011 28.3332 0.0111 -0.0076 0.0271
O -2.1324 27.5453 23.1839 -0.0005 0.0012 0.0061
O 9.2644 7.1854 16.4152 0.0092 -0.0038 -0.0402
O 10.8626 5.4539 15.4031 0.002 -0.0009 -0.0153
O 18.633 7.9291 28.3223 0.005 -0.0063 0.0362
O 13.201 8.5516 15.3171 -0.0011 0.0021 -0.0136
O 4.526 19.0341 25.3977 0.0037 0.003 0.008
O 7.5534 18.5871 18.6723 -0.0011 0.0023 -0.0267
O 12.949 4.3254 25.4837 0.0084 0.0087 0.0204
O 3.1619 7.3879 25.7931 -0.0015 0.0054 0.0164
O 3.8432 9.5744 27.0968 0.0011 0.0005 0.0119
O 11.1083 10.5893 15.3291 0.0046 -0.0027 -0.0129
O 8.764 19.3317 23.4321 -0.0002 -0.0015 0.0054
O -1.932 12.3335 20.783 -0.0015 0.0037 -0.0072
O 9.1711 -4.3595 16.4442 0.012 -0.0033 -0.0417
O 7.2732 9.3238 16.0528 -0.0052 0.0046 -0.0378
O -0.862 -8.0371 27.1136 -0.0012 -0.0024 0.0128
O 6.4745 4.3314 26.0755 0.0052 -0.0022 0.024
O -0.7189 -5.516 26.1751 0.0026 -0.0079 0.0134
O 8.2309 14.4202 28.2931 0.0121 -0.0115 0.028
O -1.0084 5.2906 25.7665 -0.0038 0.0009 0.0127
O -1.8159 -0.0198 24.0171 -0.0018 0.0013 0.0103
O -10.0218 5.9502 21.3808 -0.0036 -0.0024 -0.0048
O 1.2963 28.4396 17.5013 0.0006 0.0045 -0.0159
O 8.3519 24.628 28.0318 0.0082 -0.0097 0.0439
O 2.1135 3.2373 15.6198 -0.0101 0.0102 -0.0293
O -0.9413 3.0998 21.8882 0.0003 0.0011 -0.0029
O -6.6783 3.4009 17.6109 -0.0055 -0.0068 -0.0211
O 9.2553 4.6452 25.4048 -0.001 -0.001 0.0079
O -7.5283 23.2863 21.0736 0.0018 0.0004 -0.0065
O -7.8082 14.7875 20.8814 0.0029 0.0038 -0.0093
O 11.0984 -7.8865 20.9801 -0.0033 -0.003 -0.0056
O -0.1493 13.2498 27.1621 0.0058 0.0078 0.0206
O 3.673 6.6569 21.3482 -0.0031 -0.0003 -0.0078
O 0.598 9.886 18.9075 0.0068 0.008 -0.0223
O -4.9676 21.1171 19.1204 -0.0024 -0.0003 -0.0103
O -11.5409 21.8381 19.212 -0.0038 -0.0004 -0.0222
O -2.8594 6.4311 27.051 -0.0005 0.008 0.0164
O 13.1988 2.7797 23.2576 -0.0007 0.0007 0.0061
O -18.8384 38.4273 19.3614 -0.0001 -0.0017 -0.0103
O 3.1223 26.9655 18.4482 -0.0103 0.0037 -0.0162
O 9.714 12.3242 18.9902 -0.0038 -0.0012 -0.0153
O 6.1053 13.6884 27.0955 0.0033 0.0115 0.0202
O 12.504 19.8607 16.0777 -0.0085 0.009 -0.0256
O 18.7912 6.5339 19.0256 0.0007 -0.0078 -0.0176
O 5.4231 14.7743 17.7759 0.0066 0.001 -0.0149
O 10.8487 16.3274 15.4336 0.0022 -0.0011 -0.0121
O 7.2747 3.5211 16.3411 -0.0122 0.0093 -0.0292
O -16.9059 -0.1777 21.6164 -0.0014 -0.0019 -0.0032
O -0.4934 10.1012 21.2659 0.0027 -0.0023 -0.0057
O 18.4035 18.1569 25.5191 -0.0031 0.001 0.0076
O -2.8592 3.2604 18.4555 0.0023 -0.0067 -0.0274
O -8.6139 10.6812 23.3967 -0.0002 0.0011 0.0067
O 1.457 14.8794 25.9705 -0.0018 -0.0014 0.0286
O -7.9831 26.2123 25.874 -0.0017 -0.0089 0.0167
O -1.1595 39.4558 29.5348 0.0028 -0.0024 0.0179
O 5.0126 -1.3388 22.6973 -0.0009 -0.0009 0.0014
O 11.872 16.2525 28.3498 -0.0102 0.0056 0.0216
O 0.495 31.8703 28.3669 -0.0065 0.0133 0.0288
O 15.4835 -8.5174 19.8968 0.0004 -0.0036 -0.0093
O 0.3366 10.2514 28.4958 -0.0038 0.0106 0.0349
O -3.1023 18.0565 25.6081 0.0034 -0.0049 0.0095
O 20.3992 -0.3881 19.706 0.0025 -0.0052 -0.0112
O 7.714 12.3828 25.4746 -0.0059 0.0027 0.0122
O 9.6812 1.4193 29.0821 0.0034 -0.0006 0.0148
O -8.2009 22.2538 23.3808 0.0012 -0.0009 0.0056
O 1.3724 18.1509 17.6657 0.0118 0.0071 -0.0251
O 17.1605 12.5592 24.882 -0.0063 -0.0029 0.0124
O 8.2353 23.4773 25.6983 -0.0066 0.0101 0.018
O 2.7674 32.4297 21.9988 0.0001 0.0006 -0.0042
O 1.5758 25.979 16.4868 -0.0066 -0.0058 -0.0363
O 8.6956 -6.7955 21.049 0.0008 -0.0015 -0.0058
O 7.0469 8.1992 22.5786 0.0007 -0.0003 -0.0017
O 9.2412 3.5154 20.1933 0.0012 0.0032 -0.0124
O 9.6578 12.2659 29.0006 0.0018 -0.0012 0.012
O 13.3547 8.4234 28.7684 0.003 0.0013 0.0283
O 7.412 -0.3579 26.2844 -0.0036 -0.0096 0.0207
O 11.1228 10.8096 22.2186 0.0002 -0.0001 0.0011
O 16.4304 19.6048 24.422 0.0005 0.0033 0.0109
O 20.4733 17.6034 29.3347 0.0017 -0.002 0.0123
O 21.8844 21.6077 15.4272 0.0015 0.0005 -0.0107
O 7.8511 15.536 18.4683 -0.0108 -0.0059 -0.0195
O 12.993 14.8973 16.2393 -0.0066 0.0099 -0.0268
O 5.3816 -2.9375 24.6897 0.0004 -0.0052 0.0176
O 0.6303 0.8793 23.6197 -0.0001 0.0013 0.0041
O -12.9355 -14.3556 20.6762 -0.0017 -0.0009 -0.0062
O 19.5415 -13.7674 23.2252 0.0017 -0.0009 0.0033
O -4.3282 4.5814 29.1633 -0.0053 -0.0006 0.0136
O 3.5317 29.0548 16.1755 0.011 -0.0076 -0.0278
O -10.7062 4.2773 28.4993 -0.0123 0.0147 0.0313
O 5.2447 12.378 22.284 -0.001 -0.0008 -0.0012
O 1.5215 14.4701 16.3299 -0.0092 0.0109 -0.0267
O -14.6471 3.8512 21.6331 -0.0011 -0.0005 -0.0021
O 7.3616 14.6496 16.0374 -0.0055 0.0091 -0.0368
O 12.5241 11.2118 25.4413 -0.0032 -0.0092 0.0183
O -5.5314 9.1365 25.6339 0.007 0.008 0.02
O 8.7765 1.3745 16.3245 0.0104 -0.008 -0.03
O -3.3328 20.1595 20.9381 -0.0027 0.0027 -0.0108
O 6.2168 8.6446 26.5165 -0.0044 0.0028 0.0148
O 4.1451 12.1606 29.2247 -0.002 0.0018 0.011
O 11.6735 -3.2386 17.4536 0.01 -0.0007 -0.0246
O 17.0822 3.766 26.7849 0.0069 0.0005 0.0227
O 5.9616 15.8495 28.4709 -0.0111 0.0101 0.0309
O -5.9811 14.9108 18.9925 0.005 -0.0038 -0.0112
O 5.3826 11.0076 15.274 -0.0022 0.0006 -0.0127
O 13.8252 -0.5676 26.5453 -0.0074 -0.0072 0.0309
O 12.0496 -3.1527 20.0256 -0.0024 0.0005 -0.0128
O 16.0364 -5.3421 15.3343 -0.0011 -0.0005 -0.0136
O 1.5378 0.4209 19.8152 -0.0045 0.008 -0.0108
O 19.3301 4.0289 17.9406 -0.0028 -0.0092 -0.0175
O 11.3826 10.5843 27.818 -0.0113 0.0088 0.0424
O -0.5344 1.1675 25.9517 -0.0028 -0.0038 0.0111
O 14.9619 12.1037 29.3538 0.0018 -0.0005 0.0175
O 4.3435 4.1918 21.4816 0.0002 0.0018 -0.0046
O 5.4716 16.3828 15.3872 -0.0025 0.0017 -0.0134
O 5.4538 9.5679 17.8995 0.0083 -0.0024 -0.0169
O -4.2481 8.6495 23.3553 -0.0007 -0.0012 0.0058

Results
free energy: -283317.791 eV
free energy less fixed offsets of O -570.45, Si -639.56 eV per atom: -4.431 eV

The program warned: the cutoff lies below the one the program advises for these potential files; the forces do not sum to zero within the program's tolerance; empty levels may hold ghost states of the PAW files; the exchange-correlation potential is rough where the density is thin.
